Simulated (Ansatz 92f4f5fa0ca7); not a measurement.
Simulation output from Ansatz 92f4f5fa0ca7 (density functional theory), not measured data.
Periodic cell of 214 atoms, Si131O81B2, from a study of silicon, its oxide and their interface. The atomic structure is a simulated model.
Doubt: the cutoff is far below the 930 eV that the study's wrapper takes by default for these files, so forces and energies are approximate.
This geometry differs little from another in the collection (a relaxation step or a small displacement).

Settings
functional: PBE
potential files: Ansatz PAW
basis: plane waves
wave-function cutoff: 580 eV
density cutoff ratio: 5
exchange-correlation grid ratio: 1
k mesh: 1 x 1 x 1, Gamma-centred
self-consistency stop: 5e-08 eV per atom in the density residual
occupations: fixed
spin: none
net charge: 0

Cell vectors (angstrom)
a	10.938	0	0
b	0	10.938	0
c	0	0	31.5432

Atoms and the computed forces on them: element, x, y, z (angstrom), force x, y, z (eV/angstrom)
Si	10.4374	0.5753	24.3344	-0.012	-0.0024	-0.017
Si	6.0455	10.503	24.1366	-0.0088	-0.0156	-0.0052
Si	2.1307	3.2491	24.0712	-0.0099	0.0113	-0.0211
Si	8.7039	2.2585	24.2882	0.0126	0.0062	-0.0114
Si	0.5003	5.0548	24.1472	-0.0015	-0.0051	-0.0051
Si	5.0532	5.8944	24.186	-0.0095	0.0008	-0.0175
Si	3.3946	7.6496	24.1427	0.0066	0.0062	-0.0079
Si	7.8334	8.8253	23.9893	-0.0127	0.0215	-0.0194
Si	1.3438	1.4829	25.4485	-0.0057	-0.0046	0.003
Si	6.9155	1.3079	25.478	0.0025	-0.0029	-0.0028
Si	4.0231	4.1052	25.3192	0.0091	-0.0023	0.0026
Si	9.6641	4.0996	25.4025	-0.0032	-0.0017	-0.0016
Si	1.493	6.8192	25.3489	-0.0007	-0.0021	-0.0055
Si	6.8934	6.9491	25.2372	0.0048	-0.0113	0.0048
Si	4.2257	9.5337	25.3255	0.0057	0.002	-0.007
Si	9.526	9.6448	25.4319	0.0135	-0.0001	-0.0004
Si	2.7795	0.0039	26.6357	0.0051	-0.0126	0.0575
Si	8.2159	-0.0168	26.9286	-0.0009	0.0149	-0.1642
Si	0.01	2.7744	26.9033	-0.0059	0.009	-0.1578
Si	5.449	2.7365	26.6568	0.0032	-0.0004	0.0548
Si	2.7507	5.4472	26.8235	-0.0025	0.0098	-0.1036
Si	8.2249	5.5223	26.6215	-0.0017	-0.0098	0.0559
Si	0.0407	8.2108	26.6416	-0.005	-0.0122	0.0556
Si	5.5431	8.2019	26.7828	-0.0152	0.0052	-0.0848
Si	4.1142	1.3629	28.0727	-0.0027	-0.005	-0.0251
Si	9.5808	1.382	28.2003	0.0203	-0.0044	0.2164
Si	1.3799	4.1304	28.2013	0.0306	0.0218	0.1977
Si	6.8396	4.1295	28.0295	-0.0069	0.0243	-0.0553
Si	4.1387	6.8345	28.1226	0.0492	-0.0113	0.0938
Si	9.5992	6.8471	28.0536	0.0049	0.0072	-0.0346
Si	1.396	9.5799	28.0492	0.0117	0.0085	-0.0503
Si	6.837	9.554	28.2013	-0.0335	-0.0554	0.1938
Si	0.0284	-0.0162	29.4909	-0.0015	0.0027	-0.0034
Si	5.4567	0.0098	29.5035	-0.0171	0.009	-0.0489
Si	2.7521	2.7192	29.4945	0.0059	-0.0031	-0.0177
Si	8.1795	2.7655	29.4849	-0.0049	-0.0039	-0.0116
Si	-0.0157	5.4938	29.5048	-0.0125	0.0092	-0.0445
Si	5.4874	5.4595	29.4792	0.0046	-0.0056	0.0052
Si	2.7448	8.2034	29.4663	-0.0331	0.032	0.0006
Si	8.2324	8.1778	29.4959	0.0017	0.0007	-0.0152
Si	1.3673	1.3673	30.8594	0.1426	-0.0997	0.0638
Si	6.8362	1.3673	30.8594	-0.1042	0.1123	-0.0872
Si	4.1018	4.1018	30.8594	0.1352	-0.0918	-0.0318
Si	9.5708	4.1018	30.8594	-0.1343	0.1103	-0.0672
Si	1.3673	6.8362	30.8594	0.0313	0.1943	-0.1165
Si	6.8362	6.8362	30.8594	0.1275	-0.1393	0.0101
Si	4.1018	9.5708	30.8594	-0.1377	0.011	-0.0719
Si	9.5708	9.5708	30.8594	0.136	-0.1084	0.0118
Si	2.7345	0	0.6835	0.0364	-0.1113	0.0674
Si	8.2035	0	0.6835	-0.2287	0.0827	0.0008
Si	0	2.7345	0.6835	-0.2046	0.1605	-0.0055
Si	5.469	2.7345	0.6835	0.0851	-0.1025	0.0286
Si	2.7345	5.469	0.6835	-0.1933	0.0697	0.0472
Si	8.2035	5.469	0.6835	0.038	-0.2139	0.0643
Si	0	8.2035	0.6835	0.1678	-0.089	0.0328
Si	5.469	8.2035	0.6835	-0.0761	0.1201	0.0211
Si	4.1126	1.354	2.0498	-0.0107	-0.0172	0.0187
Si	9.5226	1.4017	2.04	0.0309	-0.0457	0.0282
Si	1.325	4.1293	2.0642	0.0369	-0.0165	-0.0211
Si	6.8453	4.0769	2.0543	-0.0182	0.0061	0.044
Si	4.0877	6.8458	2.0495	0.0221	-0.024	0.0165
Si	9.596	6.8029	2.0408	0.0031	-0.0114	0.0104
Si	1.3702	9.5608	2.052	0.0036	0.0165	0.0521
Si	6.8085	9.5878	2.0706	-0.0081	-0.0333	-0.0332
Si	-0.0483	0.0072	3.3378	-0.0939	0.031	-0.2544
Si	5.4269	-0.0054	3.5045	0.0164	-0.0288	0.0251
Si	2.71	2.7247	3.3525	-0.0818	0.034	-0.1773
Si	8.1516	2.7045	3.5071	0.0348	-0.0509	0.0368
Si	-0.0473	5.4529	3.5205	0.0244	-0.0031	0.0402
Si	5.4522	5.4423	3.37	-0.0353	0.0732	-0.1881
Si	2.7242	8.191	3.4688	0.0336	-0.0151	0.0507
Si	8.202	8.1581	3.3402	-0.0042	0.1015	-0.0927
Si	1.2719	1.394	4.6506	0.1067	-0.0643	0.2533
Si	6.7911	1.3204	4.9428	-0.0266	-0.0062	-0.0372
Si	4.0479	4.0958	4.6858	0.0402	-0.0132	0.1445
Si	9.5024	4.0534	4.9258	-0.0023	0.0624	-0.0369
Si	1.3382	6.8603	4.8794	0.0014	-0.0531	-0.0485
Si	6.8413	6.7981	4.6777	0.0078	-0.0556	0.1326
Si	4.0431	9.5719	4.9056	-0.0007	-0.0009	-0.0688
Si	9.5095	9.594	4.6605	0.0716	-0.1054	0.2225
Si	2.448	-0.071	6.1563	-0.1574	0.1641	0.0882
Si	8.1989	-0.1327	6.2359	-0.0564	0.029	-0.0923
Si	-0.0389	2.6302	6.2086	-0.0143	0.073	-0.1077
Si	5.2835	2.7079	6.1636	-0.0656	0.0638	0.0717
Si	2.7186	5.4127	6.1605	-0.0085	0.0869	-0.0764
Si	8.0812	5.4503	6.2173	-0.0442	0.035	0.0619
Si	0.0069	8.3523	6.1594	-0.1766	0.1934	0.0651
Si	5.5507	8.1576	6.1098	0.003	0.0237	-0.0399
Si	3.3503	1.8294	7.3158	0.0768	-0.2049	-0.0794
Si	10.0976	0.6967	7.3468	0.3164	-0.4068	0.1259
Si	1.7451	3.6281	7.3726	0.0034	0.0602	0.1041
Si	6.1239	4.5545	7.4145	0.0324	0.0025	-0.0563
Si	4.5647	6.3936	7.2685	0.013	-0.0905	0.0865
Si	9.1732	7.2511	7.3271	0.1521	-0.0961	-0.0931
B	0.6573	10.1597	6.7953	-0.1308	0.1271	0.0073
Si	7.3975	8.8837	7.4462	-0.0334	0.0491	0.0588
O	4.3985	6.9696	8.8164	0.0003	0.0165	-0.0453
O	1.3852	4.0032	8.9532	0.0016	-0.0094	-0.0497
O	9.7928	6.7012	8.7713	-0.0152	0.01	0.027
O	6.0427	4.2301	9.0546	0.0053	-0.0146	0.0344
O	3.5432	1.4251	8.9121	-0.0105	0.0345	0.0142
O	7.1662	8.9101	9.1071	0.0191	0.0002	-0.0462
O	9.7678	0.874	8.9884	-0.0101	0.0281	-0.1667
O	8.2664	2.5349	22.7202	-0.0009	-0.0019	0.0093
O	11.0036	5.5413	22.621	-0.0003	0.0017	0.0025
O	5.6377	0.0874	22.623	0.0008	0.0053	0.002
O	5.2956	5.3932	22.6234	0.0014	-0.0001	0.0096
O	2.1528	2.8165	22.4611	0.0029	0.0009	0.0126
O	3.3336	7.8502	22.4892	0.0008	-0.001	0.0009
O	8.394	8.7373	22.4132	0.0009	-0.0039	0.0113
O	-0.1534	11.2304	22.75	0.0037	0.0028	0.0076
Si	2.191	3.0255	12.866	-0.0027	-0.0107	0.0012
Si	8.7587	1.2325	10.2216	-0.0101	0.0212	0.0268
Si	1.1068	4.5375	15.3435	0.0026	0.0003	0.0114
Si	7.637	5.5665	12.1558	-0.0031	-0.0019	-0.0141
Si	2.4185	8.1833	21.1895	0	-0.004	0.0012
Si	5.4507	7.7505	12.441	0.0077	0.0018	0.0051
Si	9.3097	0.4956	15.4049	0.0045	0.0019	0.0039
Si	2.9376	-0.039	16.6237	0.0014	0.0001	0.0058
Si	10.5338	1.163	12.4877	0.0067	0.0029	0.0012
Si	7.7722	2.8356	21.2136	0	-0.0022	-0.005
Si	9.1912	8.8288	14.4287	0.0071	0.0071	0.0025
Si	1.4923	4.8185	10.3551	-0.0035	0.0173	0.0196
Si	4.4862	9.4924	19.1172	-0.0016	0.006	0.0042
Si	11.0785	6.0944	21.0917	0.0038	0.0015	0.001
Si	6.6579	10.474	14.7967	-0.0007	-0.0024	0.007
Si	5.3929	0.7373	21.1604	0.0024	-0.004	-0.0003
B	2.7663	9.7566	11.096	-0.0194	0.0133	0.0093
Si	0.4374	10.6375	21.3782	0.0043	-0.0019	-0.0031
Si	5.8561	5.2567	21.1144	0.0019	0.0032	-0.0027
Si	3.5188	7.2696	10.1334	0.0046	0.0131	-0.0059
Si	9.0833	5.7073	14.8216	0.0034	-0.0028	0.009
Si	3.6741	4.0829	19.0679	0.0014	0.0008	0.0037
Si	10.0365	3.6635	19.2841	0.0018	0.0004	0.0048
Si	4.3177	8.6749	15.3408	0.0004	0.007	0.0128
Si	0.4956	1.9465	17.1121	0.0028	-0.0048	0.0083
Si	6.7976	7.5424	19.2451	-0.0018	0.0003	0.0043
Si	5.2783	3.6266	16.7158	-0.001	0.0006	0.0099
Si	7.7999	5.0366	17.5001	0.0009	-0.0022	0.0097
Si	6.7084	9.8684	10.3409	-0.0177	0.0193	0.0178
Si	4.3966	0.9281	10.1882	-0.015	0.0088	-0.0024
Si	0.1992	9.1491	11.9551	0.024	-0.0007	-0.0086
Si	9.1088	8.6319	20.936	0.0045	-0.001	0.0008
Si	4.5788	1.6786	14.5485	-0.0015	0.0012	0.0059
Si	2.4513	2.0921	21.0306	0.002	-0.0032	-0.0022
Si	6.4262	3.2595	10.3117	-0.0058	0.0131	-0.0303
Si	3.4662	5.9358	16.7093	0	0.0055	0.0072
Si	9.9941	6.6257	10.3808	0.007	0.0148	-0.0107
O	0.1167	2.6129	18.5526	0.0005	0.0022	-0.0039
O	2.9742	9.6277	15.5536	0.0034	0.0009	-0.0039
O	10.8678	4.803	20.1161	0	0.0008	-0.0024
O	7.6506	2.334	9.7469	0.0092	-0.0063	0.0032
O	10.9314	5.336	10.7991	0.0068	-0.0037	-0.0041
O	6.5676	6.6237	12.804	-0.0036	0.0053	0.0004
O	10.6718	8.0628	10.8262	-0.004	-0.0053	0.0062
O	7.7119	9.4716	13.964	0.0005	-0.0009	-0.0044
O	8.5213	6.3766	11.0435	0.0023	0.0008	0.0049
O	5.3547	10.4957	20.0535	-0.0002	0	-0.0028
O	2.2409	3.8129	11.4217	-0.0009	0.0026	-0.0065
O	7.9761	8.5555	19.7592	0.0022	0.0008	-0.0019
O	6.2051	6.7373	20.5407	0.0009	-0.0013	-0.0009
O	5.5383	2.7133	15.3911	0.0025	-0.0005	-0.004
O	1.3093	0.9328	20.6918	0.0006	0.0007	0
O	6.1328	9.0046	11.6121	0.0024	0.0008	-0.0084
O	4.6268	4.9826	16.0787	0.0005	0.0004	-0.0038
O	6.6186	3.9201	17.6005	0.0025	0.0018	-0.0051
O	10.6891	10.6874	11.6759	-0.0061	0.0066	0.0051
O	5.6002	0.5095	13.9469	0.0023	-0.0004	-0.0039
O	8.0263	5.1631	15.9074	0.002	0.0027	-0.0082
O	9.7541	9.8566	15.5782	-0.0005	0.0016	-0.0098
O	-0.3764	5.1469	15.1598	0.0008	0.0008	-0.0057
O	1.5724	6.8384	20.779	-0.0001	0.0009	-0.0025
O	1.5183	0.6433	17.1321	0.0005	0.003	-0.0053
O	6.5985	1.7773	20.7946	0.0012	0.0035	-0.0007
O	1.0393	1.8628	12.7724	0.0037	0.0042	-0.0023
O	3.266	5.4972	18.2973	0.0044	0.0008	-0.0027
O	9.583	1.9777	11.4376	-0.0041	-0.0008	-0.0014
O	1.1198	3.151	16.2045	0.002	0.0039	-0.0073
O	8.6442	5.1347	13.3631	0.0023	0.0031	0.0006
O	10.3712	8.6911	13.3109	-0.0067	-0.0033	0.0039
O	1.454	9.4023	21.6703	-0.002	0.0047	-0.0056
O	10.0847	9.9359	20.6062	-0.0029	-0.0015	-0.0006
O	3.3303	0.0919	11.1697	0.0048	-0.0016	0.0088
O	5.1819	2.2656	10.7904	0.004	0.0028	0.0068
O	1.7571	4.1937	13.902	0.0006	0.0031	-0.0025
O	7.9618	10.8327	10.7775	-0.0053	-0.0097	-0.0024
O	9.1523	4.48	18.1903	0.0022	0.0004	-0.0047
O	5.6889	9.5267	15.7405	0.0025	0.0006	-0.01
O	5.5334	-0.1289	9.72	0.0293	-0.0202	-0.006
O	3.6236	2.3559	13.3784	0.0014	0.0024	-0.0022
O	2.0089	5.712	16.0182	0.0034	-0.0017	-0.0076
O	9.7506	0.9982	13.9083	-0.0004	-0.0012	0.0011
O	4.3682	7.0046	11.4874	0.0017	-0.0005	-0.0014
O	4.7608	4.4896	20.2009	0.0028	0.0009	-0.0002
O	10.0072	1.4316	16.5113	-0.0005	0.0025	-0.0068
O	6.8892	4.2399	11.5457	0.005	0.0029	0.0072
O	5.5907	8.4137	18.5693	0.0007	0	-0.0034
O	9.0699	2.7447	20.23	-0.0011	0.0013	-0.0008
O	3.6236	1.1355	15.7447	0.0011	-0.0007	-0.004
O	4.2452	3.0778	17.8849	0.0008	0.0018	-0.0042
O	9.9191	7.2159	20.8765	0.0005	0.0014	-0.0023
O	3.1294	8.8746	10.0903	0.0119	-0.0203	0.0069
O	4.0065	7.4363	16.365	0.0023	-0.0012	-0.0034
O	7.6755	0.5402	15.6114	0.0023	-0.0004	-0.0047
O	8.9967	7.3263	14.9716	0.0018	0.0048	-0.0049
O	3.9354	1.4458	21.1472	0.0013	0.0027	-0.0013
O	1.8362	9.3046	12.0317	0.0107	-0.0012	-0.0128
O	2.2834	6.227	10.1436	0.0012	-0.009	0.003
O	7.3602	6.469	18.1493	0.0014	0.0027	-0.0035
O	7.2237	4.3696	21.1142	0.0001	-0.0016	0.0001
O	4.6189	8.2214	13.7834	0.005	-0.0027	-0.0098
O	3.333	8.6701	19.9375	0.0026	-0.0004	-0.0032
O	2.5046	3.2364	19.8458	0.0007	0.0009	-0.0014
O	3.7507	10.3729	17.948	0.0023	-0.002	-0.0036

Results
free energy: -129655.760 eV
free energy less fixed offsets of B -154.04, O -568.88, Si -635.61 eV per atom: -3.490 eV

The program warned: the cutoff lies below the one the program advises for these potential files; the forces do not sum to zero within the program's tolerance; the exchange-correlation potential is rough where the density is thin.
